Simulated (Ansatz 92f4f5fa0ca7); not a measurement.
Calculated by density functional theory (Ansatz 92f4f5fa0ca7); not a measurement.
Periodic cell of 189 atoms, Si117O72, from a study of silicon, its oxide and their interface. The atomic structure is a simulated model.

Settings: functional PBE; potential files Ansatz PAW; basis plane waves; wave-function cutoff 700 eV; density cutoff ratio 5; exchange-correlation grid ratio 2; k mesh 2 x 2 x 1, shifted by 0.5 0.5 0.5 of a step; self-consistency stop 5e-08 eV per atom in the density residual; occupations Fermi-Dirac, 0.05 eV; spin none; net charge 0.

Cell vectors (angstrom)
a 11.5983 0 0
b 0 11.5983 0
c 4.846 -4.7 24.5425

Atoms: element, x, y, z (angstrom)
Si -0.2991 5.1377 -0.194
Si -0.069 8.3401 -0.2032
Si -0.2881 0.9073 -0.7822
Si 3.84 5.9303 -0.5475
Si 3.5619 8.9899 -0.1271
Si 3.3646 0.4646 -0.6868
Si 7.4655 4.8595 0.0266
Si 7.5642 7.9407 -0.5349
Si 7.3868 1.7545 -0.4953
Si 1.8671 4.8724 0.7374
Si 1.7058 8.8151 1.2405
Si 1.5691 0.8312 0.8214
Si 5.4289 5.0741 1.0905
Si 5.6717 8.7889 0.8593
Si 5.3892 1.1376 0.6703
Si 9.4503 4.8876 1.2192
Si 9.4047 8.6913 0.8527
Si 9.3835 1.1986 0.6979
Si 1.7425 6.735 2.3255
Si 1.599 10.7614 2.4523
Si 1.7254 2.895 2.1285
Si 5.5506 6.9686 2.3975
Si 5.5981 10.8122 2.1536
Si 5.3632 2.9904 2.2223
Si 9.4342 6.8913 2.3905
Si 9.344 10.7722 2.109
Si 9.4394 2.8956 2.3497
Si -0.2039 6.8285 3.7092
Si -0.3929 10.7402 3.667
Si -0.1856 2.9731 3.612
Si 3.6165 6.8707 3.7395
Si 3.6547 10.7501 3.6287
Si 3.5246 2.9594 3.6633
Si 7.4898 6.8859 3.7159
Si 7.4751 10.7761 3.5916
Si 7.3995 2.9913 3.5726
Si -0.2396 4.8811 5.0351
Si -0.2809 8.7889 5.0294
Si -0.2923 1.0858 5.0282
Si 3.6087 4.9005 5.0444
Si 3.5988 8.8288 5.0323
Si 3.5965 1.0576 5.0405
Si 7.4638 4.9131 4.9977
Si 7.452 8.831 5.0133
Si 7.4352 1.1006 4.9752
Si 1.6866 4.9027 6.4238
Si 1.6549 8.8176 6.3899
Si 1.6487 1.0879 6.3946
Si 5.5547 4.9337 6.3983
Si 5.5301 8.7686 6.397
Si 5.5406 1.1273 6.379
Si 9.3983 4.9159 6.3742
Si 9.3712 8.773 6.3875
Si 9.346 1.0888 6.3622
Si 1.7102 6.8649 7.758
Si 1.5512 10.7582 7.7216
Si 1.7326 2.9947 7.8213
Si 5.5278 6.8323 7.8326
Si 5.4961 10.7547 7.6412
Si 5.6219 3.0445 7.8013
Si 9.4353 6.846 7.788
Si 9.2918 10.7283 7.7021
Si 9.3405 2.9967 7.7442
Si 11.4202 6.8637 9.1523
Si 11.1878 10.7034 9.0965
Si 11.2832 2.985 9.0456
Si 3.5638 6.8392 9.2442
Si 3.5495 10.8162 8.9399
Si 3.7427 3.1206 9.2141
Si 7.5103 6.78 9.1825
Si 7.3491 10.7288 9.0814
Si 7.5176 3.041 9.261
Si 11.5969 4.8543 10.3874
Si 11.1757 8.776 10.5523
Si 11.085 1.0768 10.4019
Si 3.8416 4.9986 10.8422
Si 3.3915 8.962 10.2928
Si 3.5968 1.0925 10.3475
Si 7.745 4.9542 10.7589
Si 7.2516 8.7454 10.4211
Si 7.3227 1.0361 10.5196
Si 1.785 4.2495 11.8947
Si 1.5095 9.5935 11.6486
Si 1.5481 1.1485 11.4125
Si 5.973 5.4275 12.2649
Si 5.2259 9.0842 11.7388
Si 5.3999 0.6476 11.8821
Si 9.9929 4.8636 12.0452
Si 9.1293 8.9364 11.8165
Si 9.1751 0.4881 11.8519
Si 5.4979 5.3758 19.1156
Si 6.6099 9.7633 16.0997
Si 13.4427 1.0461 19.4259
Si 3.1622 9.2075 13.9449
Si 6.6362 0.188 20.4797
Si 7.1692 4.6123 14.839
Si 14.5045 5.0267 17.4875
Si 4.4864 0.1873 14.7356
Si 6.567 8.9488 21.6682
Si 2.1527 3.3115 21.3716
Si 9.7208 2.4191 18.449
Si 7.6523 0.4016 17.6598
Si 11.8999 5.5279 14.2906
Si 3.8071 0.7824 21.5329
Si 6.8562 8.0137 18.6438
Si 2.0451 7.2764 15.946
Si 12.4459 6.7568 18.5055
Si 11.8603 8.185 21.0382
Si 11.1941 -0.9735 19.6852
Si 2.7921 2.0011 16.6894
Si 9.4433 2.5468 13.9151
Si 10.013 8.1103 18.9698
Si 4.3376 5.293 21.8633
Si 9.3633 1.0897 20.9866
Si 6.9841 3.322 17.6027
Si 11.5334 2.8925 16.0254
Si 7.5269 7.4826 13.9715
O 6.8725 -1.0512 21.5086
O 12.1809 7.8467 22.5787
O 12.0618 0.2543 19.0654
O 0.2274 8.9157 -1.7202
O -0.8822 -0.3539 -1.6953
O 7.4164 3.4118 -0.855
O 12.573 3.7595 22.4201
O 7.7952 -0.7676 16.5271
O 10.5681 5.7689 13.3566
O 7.5568 6.2864 -0.8485
O 13.1866 7.7663 17.4423
O 9.8835 -0.354 20.422
O 10.2794 7.9205 20.5894
O 9.5572 0.9418 22.5957
O 0.0287 6.7276 -0.4524
O 12.7703 7.24 20.038
O 7.0585 8.7257 14.9281
O 13.1381 5.0393 13.333
O 1.4179 11.21 12.1199
O 2.6802 1.1066 18.0365
O 6.0154 4.5042 13.674
O 5.6628 10.6357 12.0584
O 10.6787 9.5634 18.5384
O 6.1921 8.8833 17.4246
O 4.4954 8.6203 13.1881
O 4.0233 5.6104 18.4913
O 8.3458 3.5384 14.5634
O 1.7154 2.6005 12.3088
O 11.6417 4.4282 15.4934
O 3.0004 8.4379 15.3694
O 3.8963 1.3219 15.7404
O 3.4827 -1.1942 -1.073
O 3.0187 4.6778 21.1065
O 3.2152 2.233 21.9985
O 13.1844 2.5757 19.9989
O 5.1866 1.0464 13.5156
O 5.4267 10.7499 15.5866
O 10.1289 3.3044 12.6359
O 6.5818 4.2274 16.3082
O 8.82 1.185 13.3129
O 6.8884 -0.3014 18.9315
O 2.6943 0.1615 20.5016
O 3.2955 10.8219 14.1742
O 1.8089 8.8589 13.1036
O 9.289 10.5025 12.3173
O 1.3607 2.1137 15.9261
O 4.0749 -0.1372 22.8461
O 5.1897 0.8913 20.6604
O 10.0514 2.2927 20.0654
O 6.0151 3.8524 18.8072
O 5.2207 8.7922 22.5876
O 8.4732 8.1315 18.5386
O 5.42 5.6809 20.7086
O 6.4359 6.9665 12.8174
O 7.7666 6.1418 14.8793
O 14.8603 3.4956 17.1278
O 6.7599 1.7308 17.2485
O 9.1667 0.9421 17.9599
O 11.0409 2.8379 17.591
O 12.1296 9.7742 20.7272
O 2.9559 1.2839 -2.0999
O 10.486 2.0937 15.0801
O 6.5104 6.4408 18.4225
O 6.3292 8.4358 20.1256
O 12.335 6.9199 15.0313
O 3.3802 7.5137 -0.9041
O 8.8582 8.0123 13.1794
O 13.0352 5.2506 18.2152
O 10.8225 6.8748 18.2365
O 8.5388 3.5106 18.1072
O 7.7633 1.3252 20.7513
O 2.9259 5.8958 16.1059

Results
free energy: -115332.869 eV
free energy less fixed offsets of O -569.03, Si -635.61 eV per atom: 3.661 eV
pressure: -0.29 GPa
stress xx, yy, zz, yz, xz, xy (GPa, positive in tension): -0.56, 0.77, 0.67, 0.14, -0.23, 0.04

Forces (eV/angstrom), in the order of the atoms: element, x, y, z
Si 0.1289 0.0593 -0.2947
Si -0.0892 -0.0232 -0.1622
Si 0.0216 -0.0668 -0.0825
Si 0.0933 -0.0735 -0.2168
Si 0.0365 0.0776 -0.3467
Si 0.0272 -0.2494 -0.1608
Si 0.0584 -0.1977 -0.4469
Si 0.0006 0.0526 -0.4288
Si -0.1335 0.269 -0.5048
Si -0.1146 0.0933 -0.2263
Si -0.1236 -0.0053 -0.0705
Si -0.1037 0.1411 -0.2311
Si -0.1641 0.097 -0.2345
Si 0.1265 -0.1326 -0.1241
Si -0.0828 -0.0968 -0.1287
Si -0.0049 0.0572 -0.2252
Si 0.1611 -0.0474 -0.2275
Si 0.0828 -0.0562 -0.1073
Si 0.003 -0.0926 0.0975
Si -0.0047 -0.0485 0.1278
Si 0.0129 0.0644 -0.211
Si 0.0969 0.154 0.2323
Si -0.0068 -0.0069 -0.0964
Si -0.0571 -0.0551 0.0019
Si 0.0835 0.058 0.3391
Si 0.099 -0.0646 -0.1768
Si 0.0157 0.0012 0.1595
Si -0.0597 0.0203 -0.1475
Si 0.0833 0.0807 0.0172
Si -0.0959 -0.0848 -0.0325
Si -0.0365 -0.0901 -0.0715
Si 0.0769 0.0248 -0.0596
Si 0.0947 -0.0866 0.0102
Si -0.0197 0.1056 -0.0449
Si -0.0839 0.0705 0.0116
Si -0.0143 -0.0349 -0.1033
Si 0.0477 -0.0053 0.0221
Si -0.0427 -0.046 -0.0045
Si 0.0566 0.0644 0.001
Si 0.0106 -0.0032 0.0014
Si -0.0572 -0.0624 0.0489
Si 0.0256 0.054 -0.0058
Si 0.0072 0.1279 -0.0015
Si 0.0505 -0.11 -0.0307
Si -0.0337 -0.0067 -0.0594
Si -0.1082 0.0769 -0.0082
Si 0.1191 0.1313 0.0182
Si -0.0032 -0.1525 -0.0644
Si -0.0431 -0.0582 0.0504
Si -0.0062 0.0567 0.0337
Si 0.0757 -0.073 0.0127
Si -0.0903 -0.0518 0.0334
Si 0.0349 0.0414 0.0548
Si -0.0146 0.035 0.0126
Si -0.0055 -0.0968 -0.0518
Si -0.0153 -0.0535 0.1141
Si 0.0143 0.0832 0.1186
Si 0.0485 -0.0667 0.0304
Si 0.0015 -0.0121 0.1227
Si -0.08 0.0863 0.07
Si -0.048 -0.0875 0.0084
Si 0.1294 0.0181 0.1192
Si 0.1329 0.2163 -0.0229
Si -0.0447 0.0793 -0.0051
Si -0.0161 -0.0079 -0.1041
Si -0.1712 -0.1851 -0.1815
Si 0.048 0.0326 0.0124
Si 0.1652 0.0581 -0.3237
Si 0.0698 0.197 -0.0383
Si 0.0038 -0.0826 0.0171
Si -0.1858 -0.0767 -0.0212
Si 0.0788 -0.0054 0.2484
Si 0.1237 0.0953 0.1225
Si -0.0506 0.1787 0.1016
Si -0.2752 -0.0765 0.2722
Si -0.1898 -0.059 0.0884
Si 0.0273 0.0282 0.2607
Si 0.2499 -0.1882 0.3453
Si 0.2332 0.1655 0.1256
Si -0.0699 0.1072 0.2674
Si 0.1249 -0.0755 0.0483
Si 0.1512 -0.214 0.4372
Si -0.0734 0.0889 0.3446
Si 0.0027 -0.0842 0.4659
Si 0.1406 -0.3903 0.1267
Si -0.4372 0.0318 -0.1214
Si -0.2543 0.0747 0.6493
Si 0.1332 -0.1743 0.1327
Si 0.007 0.097 0.0206
Si -0.0038 -0.0417 -0.1158
Si -0.013 -0.0688 -0.3813
Si 0.1069 0.1887 0.323
Si -0.0712 -0.1447 -0.4926
Si 0.2497 -0.0854 0.4648
Si -0.0007 0.0495 -0.5286
Si -0.1356 -0.0783 0.6128
Si 0.0664 -0.1407 -0.0543
Si -0.0112 0.1168 0.442
Si 0.0037 0.0273 -0.3523
Si 0.087 -0.1515 -0.5362
Si -0.0628 -0.0175 -0.1759
Si 0.0149 -0.0033 -0.1126
Si 0.1244 -0.0593 0.469
Si 0.0206 -0.0936 -0.5367
Si 0.1265 -0.0546 -0.2946
Si 0.1082 -0.1458 0.385
Si -0.0426 0.0109 -0.1115
Si -0.0399 0.0665 -0.6282
Si 0.0789 -0.0174 -0.3161
Si -0.0389 0.1026 0.169
Si 0.087 -0.0788 0.3407
Si 0.0383 -0.0276 -0.3934
Si 0.1567 -0.0401 -0.3362
Si -0.0837 -0.0185 -0.592
Si 0.042 -0.1456 0.2039
Si 0.2667 -0.1043 0.3969
Si -0.0475 0.1221 0.379
O 0.0078 -0.1101 0.3278
O 0.0938 0.1429 0.5676
O 0.039 0.0062 0.2241
O -0.0195 0.0663 0.3382
O 0.0367 0.2277 0.247
O -0.0202 -0.1536 0.4789
O -0.1168 -0.0395 0.429
O -0.1348 -0.0487 -0.0418
O -0.386 -0.1626 -0.4365
O -0.123 0.3251 0.2776
O -0.019 -0.0965 -0.0755
O -0.0381 0.109 0.2223
O 0.088 -0.0143 0.2404
O -0.0375 0.0074 0.4021
O -0.0881 0.0798 0.1841
O -0.0707 0.0704 0.2192
O 0.0234 -0.3164 -0.4182
O 0.0101 -0.1365 -0.3443
O 0.1794 -0.0274 -0.3493
O -0.0265 0.0234 0.12
O -0.1372 0.278 -0.5853
O 0.0273 -0.0475 -0.1025
O -0.0498 -0.0253 0.1897
O -0.011 0.0002 -0.0127
O 0.181 0.0581 -0.2479
O 0.0965 0.0231 0.1086
O 0.0481 -0.0485 -0.1691
O -0.0666 0.0718 -0.5188
O -0.0283 0.2842 -0.3762
O 0.0812 0.2265 -0.3484
O 0.1293 -0.1843 -0.319
O 0.0832 0.2379 0.5156
O -0.0192 -0.0182 0.1781
O -0.0531 -0.0001 0.0567
O 0.0695 0.2082 0.4951
O 0.1548 0.0322 -0.7105
O -0.0535 0.0013 -0.212
O -0.1064 0.2063 -0.0605
O 0.0764 0.1113 -0.3661
O 0.0959 -0.0003 -0.1104
O -0.0243 0.0568 0.2582
O 0.0927 0.0567 0.3526
O -0.1436 -0.1273 -0.1744
O -0.0441 0.0329 -0.2553
O 0.0071 0.2669 -0.2069
O -0.1765 0.0931 -0.1208
O 0.0611 -0.0065 0.3439
O -0.1318 0 0.2694
O -0.0563 -0.0984 0.2691
O -0.0106 0.0934 0.0765
O -0.2519 -0.1286 0.2868
O -0.0845 -0.0022 0.1057
O -0.1169 0.002 0.3237
O -0.2388 -0.208 -0.1601
O 0.1647 0.0272 -0.088
O -0.0647 0.008 0.0053
O 0.0615 0.0632 0.0044
O -0.0205 0.066 0.0627
O -0.0734 0.0554 -0.0674
O 0.0266 -0.1071 0.1948
O 0.2185 -0.2069 0.385
O -0.245 0.0409 -0.3927
O -0.0206 0.0086 0.1126
O 0.0201 0.0972 0.4975
O -0.1482 -0.093 -0.2695
O 0.1337 -0.4149 0.2305
O 0.0487 0.0279 -0.276
O -0.0193 0.0853 0.0612
O 0.0681 0.0649 0.1502
O 0.0223 -0.0367 -0.0174
O -0.0369 -0.0392 0.1934
O -0.0657 0.155 -0.1488

The program warned: the cutoff lies below the one the program advises for these potential files.
